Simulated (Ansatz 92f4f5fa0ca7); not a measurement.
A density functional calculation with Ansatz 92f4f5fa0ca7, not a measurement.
Periodic cell of 256 atoms, Si144O112, from a study of silicon, its oxide and their interface. The atomic structure is a simulated model.
This geometry differs little from another in the collection (a relaxation step or a small displacement).

Settings: functional r2SCAN; potential files Ansatz PAW; basis plane waves; wave-function cutoff 800 eV; density cutoff ratio 5; exchange-correlation grid ratio 1; k mesh 1 x 1 x 1, shifted by 0.5 0.5 0 of a step; self-consistency stop 1e-10 eV per atom in the density residual; occupations fixed; spin none; net charge 0.

Cell vectors (angstrom)
a  10.88  0  0
b  0  10.88  0
c  5.3059  4.7917  37.9157

Atoms: element, x, y, z (angstrom)
Si  1.6486  -1.5937  0.1666
Si  4.3429  1.0827  0.1296
Si  1.1422  4.3562  0.0415
Si  3.8131  -3.8122  0.1232
Si  -4.3545  -1.1289  0.1096
Si  -1.6325  1.6502  0.0691
Si  6.9984  3.8216  0.0168
Si  -1.1121  -4.3593  0.0616
Si  2.7817  -0.0376  1.4741
Si  5.4746  2.6881  1.3979
Si  2.6786  -5.4007  1.4116
Si  5.3966  -2.6864  1.4406
Si  -2.7504  0.0379  1.3715
Si  -0.0181  2.768  1.3582
Si  8.1653  5.3932  1.3515
Si  0.0161  -2.7592  1.3772
Si  1.3531  1.3715  2.6914
Si  4.0786  4.0796  2.6901
Si  1.3428  -4.0728  2.8147
Si  4.0929  -1.3653  2.8741
Si  6.8078  1.3607  2.8082
Si  9.5135  4.0836  2.778
Si  6.8063  6.7889  2.6883
Si  -1.3625  -1.3566  2.6774
Si  -0.0003  0.0005  4.0531
Si  2.7173  2.7231  4.0573
Si  -0.0191  5.4424  4.1353
Si  2.7069  -2.7258  4.1665
Si  5.455  0.0103  4.1688
Si  8.1707  2.7234  4.1355
Si  5.4425  5.4353  4.058
Si  8.1613  -2.7202  4.0514
Si  1.3452  -1.3943  10.8199
Si  4.1157  1.3521  10.8398
Si  1.3494  4.0853  10.8687
Si  4.0879  -4.0694  10.8779
Si  6.8131  -1.333  10.9358
Si  -1.3883  1.3345  10.9011
Si  6.8142  4.0613  10.827
Si  -1.3606  6.8305  10.8469
Si  2.7422  -0.0555  12.1096
Si  5.5061  2.6833  12.2001
Si  2.7126  5.4542  12.2097
Si  5.4419  -2.7109  12.2603
Si  -2.7136  0.0056  12.3565
Si  -0.0181  2.7079  12.2052
Si  8.1312  5.4744  12.1495
Si  -0.0196  -2.696  12.2284
Si  1.3914  1.2959  13.4379
Si  4.131  4.0925  13.4721
Si  1.3509  -4.0694  13.5632
Si  4.0365  -1.3779  13.5753
Si  -4.0885  1.3545  13.731
Si  -1.4037  4.1069  13.4844
Si  6.8066  -4.0674  13.6008
Si  -1.3364  -1.3622  13.7172
Si  0.3582  -0.2058  14.9021
Si  2.9875  2.4596  14.6416
Si  -0.2446  -5.2427  14.7949
Si  2.4754  -2.5163  14.9179
Si  5.0943  0.1921  14.9406
Si  -2.9921  3.117  14.8745
Si  5.5992  5.2648  14.8806
Si  -2.4638  -3.0334  14.9768
Si  2.7735  -1.1748  -6.1972
Si  -2.4889  4.7448  -10.4189
Si  6.1277  -1.4794  -9.1358
Si  4.7094  -1.842  22.2081
Si  5.876  -0.4975  -6.1222
Si  -1.1238  -2.2879  24.2705
Si  1.6407  0.519  -8.597
Si  1.139  -4.6496  20.7254
Si  -2.6002  4.071  19.9565
Si  -2.1802  2.7499  22.6479
Si  3.7187  -4.4241  17.1077
Si  3.9434  -0.1279  19.9372
Si  -1.9932  -3.9519  20.3418
Si  1.1165  0.7931  20.1916
Si  -0.5627  0.2929  17.7422
Si  -2.1286  -3.1656  -9.5898
Si  6.0436  -0.0256  17.7795
Si  3.6076  -2.687  24.9716
Si  0.9293  -4.1608  24.8454
Si  2.5637  2.515  -2.0866
Si  7.8733  -4.3443  -7.0135
Si  3.5406  2.683  -8.6674
Si  5.0242  -0.2302  -11.7053
Si  8.1011  2.2537  17.6934
Si  3.4858  -3.027  19.7405
Si  2.5232  4.9375  23.197
Si  7.8291  -3.0478  -2.0704
Si  -2.593  -2.089  -4.9468
Si  0.8433  -2.1449  -10.0204
Si  -2.6333  -2.037  17.8831
Si  5.6685  2.4419  -6.5295
Si  5.3241  4.4035  -10.6454
Si  1.5635  4.2013  16.8541
Si  2.2797  -3.8375  -7.6968
Si  -0.1125  2.123  -6.6196
Si  5.3357  -5.15  24.1098
Si  0.3292  0.3321  -2.0057
Si  -2.5675  3.7125  -7.5156
Si  -0.4363  0.3703  22.6989
Si  7.3928  3.6786  25.3454
Si  0.4785  2.9535  23.7661
Si  5.0984  -4.2058  -8.6606
Si  4.0655  4.0612  -4.3969
Si  0.0181  -0.4671  -4.8797
Si  0.4667  3.5938  19.5132
Si  1.9167  4.4156  -6.6349
Si  5.5665  -5.2243  -2.1247
Si  7.2966  -3.1391  22.8861
Si  1.3414  -1.3399  5.4669
Si  4.0619  1.3794  5.4628
Si  1.3654  4.0674  5.4385
Si  4.094  6.7785  5.4553
Si  6.8215  -1.3788  5.458
Si  -1.3402  1.3491  5.4472
Si  6.7911  4.0935  5.4552
Si  9.5007  6.816  5.4579
Si  2.7125  0.0118  6.8232
Si  5.4325  2.7307  6.8113
Si  2.7241  5.4199  6.7925
Si  5.4498  -2.7343  6.8069
Si  -2.7022  -0.0083  6.7948
Si  0.0178  2.7109  6.802
Si  8.1479  5.4524  6.8193
Si  -0.0146  -2.7101  6.814
Si  1.3554  1.3641  8.1842
Si  4.0711  4.0818  8.1662
Si  1.3649  6.7868  8.133
Si  4.0914  -1.364  8.1535
Si  6.8108  1.3527  8.1362
Si  -1.35  4.0749  8.1449
Si  6.7956  -4.0732  8.1875
Si  -1.3691  -1.3524  8.1697
Si  -0.017  -0.0002  9.5241
Si  2.7249  2.7226  9.5279
Si  -0.0015  5.4472  9.5031
Si  2.7256  -2.7414  9.4876
Si  5.4717  -0.0093  9.5067
Si  8.1771  2.7013  9.4947
Si  5.4287  5.4337  9.5205
Si  8.1462  -2.6882  9.5339
O  7.8101  -2.6544  16.4533
O  3.4151  -1.493  19.2551
O  4.3275  -0.9135  -5.7437
O  -1.6227  2.579  -6.9006
O  1.3945  1.4644  -2.4385
O  -1.3259  -4.148  15.3354
O  8.1311  2.7322  -0.4744
O  6.7102  4.1596  15.3368
O  3.0682  -3.192  16.284
O  5.1481  -4.9852  -10.0625
O  -0.2314  -0.4155  -3.2961
O  4.5398  -0.4505  21.4119
O  7.5514  -2.0646  -9.673
O  2.27  3.1632  15.8927
O  7.1521  -1.8756  -1.1876
O  -1.5413  1.4387  18.3489
O  4.4611  -4.5121  -1.1882
O  3.4214  -0.3878  -11.9636
O  0.0142  5.4416  -0.4684
O  4.966  -5.0095  16.2655
O  -0.9248  0.9957  -1.2374
O  1.8857  3.4442  23.0993
O  3.6673  1.783  -1.1668
O  2.9553  4.6654  -5.4069
O  1.4104  -1.3658  15.4073
O  7.5138  3.3432  18.7389
O  -0.0625  0.6353  16.2467
O  6.275  -0.8299  -7.662
O  6.3852  -4.4735  -7.693
O  7.9477  3.3352  21.3571
O  4.5014  3.3711  -9.7343
O  1.5331  -2.1962  -11.485
O  1.9043  3.7606  -1.2774
O  0.3397  4.9653  16.1543
O  6.9567  -1.1969  -5.1493
O  -2.505  -4.5081  -10.4216
O  0.4739  -0.0398  21.4221
O  -0.896  -1.0048  23.3515
O  -2.2337  2.837  16.2974
O  -1.3635  -1.0902  17.6247
O  4.1914  -3.9069  18.5794
O  4.031  1.3843  15.2951
O  6.7988  3.1383  -7.4535
O  6.9063  4.14  -10.596
O  -0.7752  3.5513  22.899
O  6.2478  -1.9429  22.6636
O  -1.8355  -3.7213  -1.2443
O  2.6639  1.5118  -9.3696
O  7.9385  -3.4821  -5.6718
O  2.6278  5.2961  17.367
O  4.6048  -3.9761  24.9797
O  2.0338  -3.0205  25.0883
O  -1.7916  1.2026  22.3515
O  2.7237  -2.6991  -0.4038
O  6.9689  -1.1924  18.427
O  1.8957  -4.8777  22.147
O  -2.1531  -3.0939  18.994
O  1.371  4.807  20.0259
O  4.1466  4.9603  23.28
O  2.5003  -0.2145  -7.4518
O  -1.1825  -1.4239  -5.46
O  6.9153  1.2433  17.3284
O  3.6999  -4.5775  -7.9639
O  7.7734  2.908  23.9696
O  -0.1104  -3.4752  23.7997
O  4.4329  2.0466  -7.4825
O  0.6502  0.1555  18.7889
O  1.9577  -3.5021  19.9576
O  -2.6097  -3.1859  21.6124
O  3.8251  -1.8917  23.5728
O  -1.0535  4.0495  19.5513
O  1.0268  -0.7905  -1.0909
O  1.5693  -0.9186  -5.1222
O  5.4936  1.31  -11.9543
O  5.3845  -0.5378  16.3912
O  -2.5195  5.0546  -6.6156
O  6.7234  -4.1561  -2.4742
O  -2.419  -2.3916  -3.3789
O  7.9447  -5.2519  20.1294
O  0.4794  1.4342  -7.9519
O  1.8925  -5.4196  24.5764
O  5.2176  3.3989  -5.3086
O  0.4247  1.3315  23.7046
O  4.7667  4.2663  -12.1358
O  1.3397  -5.0107  -7.0803
O  6.4372  -4.5002  23.1091
O  0.9688  -0.6033  -9.5269
O  0.9711  3.2732  18.031
O  -0.4336  -4.2596  20.7068
O  0.7464  3.4126  -6.1439
O  -1.4682  4.2832  -11.5958
O  3.2989  3.0084  -3.4274
O  5.4321  -0.0202  -0.4188
O  2.5651  3.7488  -7.9554
O  4.2961  -3.0415  21.1655
O  6.1472  1.0672  -5.8584
O  -1.9882  -3.6244  -8.0441
O  0.2283  3.4579  25.293
O  5.0236  0.4922  18.9216
O  5.0265  -2.6447  -9.0021
O  -2.03  4.1244  -8.9891
O  -0.1465  1.027  -5.4494
O  0.6028  2.2975  20.4405
O  2.5903  -2.7179  -6.5907
O  6.2488  4.419  -1.3118
O  1.6038  -3.1621  -9.0045
O  6.1711  4.7213  25.0664
O  -0.729  -2.5393  -10.0949
O  -2.6508  -2.814  24.1716
O  4.8109  5.158  -3.4602
O  2.7196  0.8755  20.1802
O  5.4711  -0.4465  -10.1673

Results
free energy: -155994.217 eV
free energy less fixed offsets of O -570.45, Si -639.56 eV per atom: -7.177 eV

Forces (eV/angstrom), in the order of the atoms: element, x, y, z
Si  0.0098  -0.014  0.0542
Si  0.0103  -0.012  0.0571
Si  -0.0135  0.0098  0.0574
Si  -0.0114  0.011  0.057
Si  -0.0117  0.0137  0.0592
Si  -0.0125  0.0111  0.0543
Si  0.0129  -0.0102  0.0587
Si  0.0123  -0.0114  0.0549
Si  -0.0005  0.0015  -0.0057
Si  -0.0021  0.0006  -0.0045
Si  0.0012  -0.0016  -0.004
Si  0.0014  -0.0011  -0.0028
Si  0.0012  -0.0018  -0.0037
Si  0.0007  -0.0013  -0.0035
Si  -0.002  0.0009  -0.0033
Si  -0.0021  0.0012  -0.0041
Si  0  0.0006  0.0018
Si  -0.0011  -0.0003  0.0013
Si  -0.0002  -0.0005  -0.0002
Si  0  0.0002  0.0016
Si  -0.0008  -0.0003  0.0002
Si  0  0.0002  0.0021
Si  -0.0013  -0.0001  0.0022
Si  -0.0009  -0.0004  0.0023
Si  -0.0004  -0.0003  -0.0014
Si  -0.0003  -0.0004  -0.001
Si  0.0004  0.0002  -0.001
Si  0.0001  -0.0002  0.0003
Si  -0.0003  -0.0001  0.0005
Si  0.0002  -0.0008  -0.0012
Si  -0.0002  -0.0001  -0.0012
Si  -0.0004  -0.0004  -0.0013
Si  -0.0002  -0.0014  -0.0006
Si  -0.0003  -0.0001  0.0009
Si  0.0006  -0.0004  -0.0001
Si  -0.0003  -0.0008  -0.0006
Si  0.0004  -0.0004  -0.0002
Si  -0.0004  -0.0007  -0.001
Si  -0.0004  -0.0002  0
Si  0.0002  -0.0001  0.0007
Si  0.0005  -0.0011  -0.0018
Si  0.0005  -0.0013  -0.001
Si  -0.0004  -0.0008  -0.0005
Si  0.0001  -0.0003  0.0013
Si  0.0004  -0.0006  0.0016
Si  0.0006  0  -0.0004
Si  0.0008  -0.001  0.0003
Si  -0.0001  -0.0003  -0.0015
Si  -0.0008  -0.0014  -0.0038
Si  0.0019  -0.0006  -0.0041
Si  -0.0006  0.0011  -0.0051
Si  -0.0009  0.0001  -0.0029
Si  -0.0029  0.0019  -0.0047
Si  -0.0005  -0.0002  -0.0009
Si  0.0012  -0.0015  -0.0033
Si  0.0027  -0.0031  -0.0053
Si  -0.0076  0.0157  0.0764
Si  -0.0116  0.0087  0.0571
Si  0.0066  -0.01  0.0637
Si  0.0084  -0.0106  0.0693
Si  0.0075  -0.013  0.0753
Si  0.0144  -0.006  0.0738
Si  -0.0079  0.0078  0.0632
Si  -0.012  0.0075  0.0784
Si  -0.0185  0.0116  0.1373
Si  -0.0123  0.0283  0.1844
Si  0.0162  -0.018  0.1785
Si  0.0084  -0.0181  0.1916
Si  0.0117  -0.0051  0.147
Si  0.0372  -0.003  0.1808
Si  0.0015  0.0199  0.1507
Si  0.0146  -0.0044  0.1624
Si  -0.0004  0.0131  0.1761
Si  0.0092  0.0002  0.1843
Si  -0.0059  0.0041  0.1628
Si  -0.0201  -0.0184  0.1557
Si  -0.0017  -0.0065  0.1782
Si  -0.0068  -0.0068  0.1678
Si  0.0137  -0.0053  0.1592
Si  -0.0044  0.0014  0.1362
Si  -0.0068  0.0112  0.1541
Si  -0.019  0.0154  0.193
Si  -0.022  0.0084  0.1332
Si  -0.0116  -0.0033  0.15
Si  0.0052  0.0196  0.1579
Si  -0.0256  -0.0047  0.1612
Si  -0.0047  0.003  0.1887
Si  -0.0071  0.0122  0.1561
Si  -0.0152  0.0206  0.1769
Si  0.018  -0.0201  0.1523
Si  -0.0083  -0.0149  0.1601
Si  0.0311  0.0092  0.1715
Si  -0.0076  -0.0063  0.1768
Si  0.0235  -0.0154  0.1627
Si  -0.0105  0.0187  0.1502
Si  -0.0059  0.0161  0.203
Si  -0.0051  -0.0111  0.1494
Si  -0.0008  -0.0119  0.1369
Si  0.0061  -0.0172  0.1353
Si  0.0048  -0.0169  0.1438
Si  0.004  0.0157  0.1546
Si  -0.0135  -0.0272  0.1391
Si  -0.0266  -0.006  0.1653
Si  -0.0061  -0.0149  0.1979
Si  -0.001  0.0273  0.161
Si  -0.0019  0.0026  0.1391
Si  -0.0001  0.0033  0.1976
Si  -0.027  -0.0133  0.1665
Si  -0.0098  0.0196  0.161
Si  0.0183  -0.0039  0.1447
Si  0.0102  0.0033  0.1486
Si  -0.0114  -0.0193  0.1597
Si  0.0004  -0.0005  -0.0007
Si  0.0004  -0.0003  -0.0008
Si  -0.0002  0.0002  -0.0003
Si  -0.0006  -0.0001  -0.0007
Si  -0.0007  0.0004  -0.0008
Si  -0.0007  0  -0.0004
Si  -0.0002  -0.0006  -0.0007
Si  0.0003  -0.0003  -0.0007
Si  -0.0001  -0.0006  -0.0002
Si  0  -0.0005  -0.0004
Si  0  -0.0004  -0.0006
Si  -0.0002  -0.0004  -0.0004
Si  -0.0001  -0.0004  -0.0003
Si  -0.0002  -0.0002  -0.0007
Si  0.0001  -0.0006  -0.0005
Si  0.0001  -0.0002  -0.0003
Si  0  -0.0006  -0.0002
Si  0.0002  -0.0003  -0.0006
Si  -0.0006  -0.0001  -0.0006
Si  -0.0003  0.0003  0.0002
Si  -0.0005  -0.0001  -0.0004
Si  -0.0006  0  -0.0006
Si  0.0002  -0.0003  -0.0002
Si  0  -0.0006  -0.0003
Si  -0.0001  -0.0004  -0.0001
Si  -0.0003  0  -0.0002
Si  0.0006  -0.0009  -0.0007
Si  -0.0001  -0.0009  -0.0011
Si  0.0005  -0.0007  -0.0004
Si  -0.0001  -0.0009  -0.0009
Si  -0.0005  -0.0004  0
Si  0  0.0002  0.0002
O  -0.0008  -0.0238  -0.1137
O  0.0019  -0.0001  -0.0611
O  -0.0025  0.0002  -0.0469
O  -0.0211  0.0201  -0.0502
O  -0.0018  -0.0058  -0.054
O  0.0031  -0.0025  -0.0364
O  -0.0017  0.0001  -0.0297
O  -0.0055  0.0026  -0.0361
O  -0.0217  0.0294  -0.0837
O  0.0036  -0.0409  -0.0891
O  -0.0076  -0.0203  -0.1282
O  -0.0167  0.0335  -0.0979
O  0.006  0.0033  -0.053
O  0.029  -0.0283  -0.0763
O  0.0232  -0.0292  -0.0715
O  -0.0074  -0.0065  -0.0578
O  0.0257  -0.0245  -0.072
O  -0.0141  -0.0052  -0.0681
O  0.0006  -0.0002  -0.029
O  0.0324  -0.0211  -0.0799
O  0.0321  -0.0246  -0.072
O  0.0118  0.0038  -0.0572
O  -0.027  0.0251  -0.0713
O  -0.0445  0.0105  -0.1042
O  0.0027  -0.0045  -0.0367
O  -0.0089  -0.0416  -0.0973
O  0.0218  -0.0102  -0.1114
O  0.0034  -0.0266  -0.1265
O  -0.0358  0.0036  -0.0693
O  -0.0108  0.033  -0.1299
O  0.0469  0.0339  -0.1005
O  0.0369  0.0282  -0.1245
O  0.0257  -0.0287  -0.0707
O  -0.0263  0.0258  -0.079
O  -0.0371  0.0188  -0.0679
O  -0.0026  -0.0327  -0.0642
O  0.0433  0.0085  -0.1142
O  0.0078  0.0468  -0.0781
O  -0.0035  0.0181  -0.1065
O  -0.0008  0.0035  -0.0551
O  0.0101  -0.0377  -0.1165
O  -0.0021  0.0035  -0.0342
O  0.0237  0.0148  -0.0567
O  -0.0057  -0.0128  -0.0666
O  -0.0246  -0.0028  -0.069
O  -0.0164  0.0145  -0.0625
O  -0.0311  0.0238  -0.0732
O  0.0074  -0.0025  -0.0587
O  -0.0125  -0.0499  -0.1037
O  0.0011  -0.0044  -0.0575
O  0.0139  -0.0143  -0.0636
O  0.0004  -0.0125  -0.0573
O  -0.0016  -0.002  -0.0559
O  -0.0011  0.0004  -0.0282
O  -0.0003  0.0072  -0.0547
O  -0.0358  0.0319  -0.1225
O  -0.0172  0.0523  -0.1168
O  -0.0117  -0.0372  -0.0758
O  -0.0247  -0.0064  -0.0571
O  -0.0198  0.0284  -0.0865
O  -0.0024  -0.002  -0.0519
O  -0.0018  -0.0018  -0.0546
O  0.0321  0.0037  -0.055
O  0.0361  -0.0244  -0.1259
O  -0.0128  0.0063  -0.0671
O  -0.0335  0.0044  -0.0859
O  -0.039  -0.014  -0.1044
O  0.0249  0.015  -0.0673
O  0.0384  -0.0186  -0.118
O  0.0321  0.0247  -0.1319
O  0.0135  -0.0092  -0.0607
O  -0.0219  0.0287  -0.0725
O  0.0437  -0.0099  -0.0711
O  0.0239  0.024  -0.0734
O  -0.0214  0.0021  -0.1078
O  -0.0003  -0.0063  -0.0538
O  0.0029  0.0033  -0.0542
O  0.0097  0.0281  -0.1326
O  0.0023  -0.011  -0.0555
O  0.0252  -0.0225  -0.0813
O  0.0252  -0.0236  -0.0767
O  0.0313  -0.0354  -0.102
O  -0.0111  -0.0236  -0.0673
O  -0.031  -0.0223  -0.1556
O  0.0046  0.0267  -0.0524
O  0.0291  0.0315  -0.0681
O  -0.0105  -0.0389  -0.0766
O  0.0285  0.0104  -0.1142
O  -0.0105  -0.0005  -0.0552
O  -0.003  -0.0004  -0.051
O  0.0256  -0.0404  -0.121
O  0.033  0.0327  -0.109
O  0.001  -0.0003  -0.0258
O  0.0265  -0.0244  -0.0808
O  -0.0259  -0.0173  -0.1076
O  -0.0026  0.0052  -0.0504
O  0.0145  0.0179  -0.0979
O  0.0237  -0.0354  -0.1147
O  0.045  0.0055  -0.0919
O  0.0009  0.0147  -0.0581
O  0.0018  0.0253  -0.1238
O  0.0025  0.0459  -0.0821
O  0.0019  0.0142  -0.0717
O  -0.005  -0.0316  -0.0659
O  -0.0254  0.0276  -0.0743
O  -0.0288  0.0353  -0.0941
O  -0.0254  0.0356  -0.0743
O  0.0121  0.0058  -0.0518
O  -0.0352  -0.0083  -0.0781
O  -0.0322  -0.034  -0.1015
O  0.0075  -0.0015  -0.0503
O  -0.0266  0.0341  -0.1284

The program warned: the cutoff lies below the one the program advises for these potential files; the forces do not sum to zero within the program's tolerance; empty levels may hold ghost states of the PAW files; the exchange-correlation potential is rough where the density is thin.
